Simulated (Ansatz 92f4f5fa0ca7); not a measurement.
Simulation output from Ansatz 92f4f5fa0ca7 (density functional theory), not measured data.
Periodic cell of 189 atoms, Si117O72, from a study of silicon, its oxide and their interface. The atomic structure is a simulated model.

Settings
functional: r2SCAN
potential files: Ansatz norm-conserving
basis: plane waves
wave-function cutoff: 1300 eV
density cutoff ratio: 4
exchange-correlation grid ratio: 1
k mesh: 2 x 2 x 1, shifted by 0.5 0.5 0.5 of a step
self-consistency stop: 5e-08 eV per atom in the density residual
occupations: Fermi-Dirac, 0.05 eV
spin: none
net charge: 0

Cell vectors (angstrom)
a  11.5403  0  0
b  0  11.5403  0
c  0.5367  -1.9477  26.9795

Atoms: element, x, y, z (angstrom)
Si  -0.6228  2.5151  1.2933
Si  -0.4874  5.5022  0.633
Si  -0.5266  11.0483  0.7638
Si  3.1932  2.4774  1.1972
Si  3.1098  5.521  0.7293
Si  3.1903  10.9627  0.7892
Si  7.0555  2.6326  1.1923
Si  7.1045  5.6632  0.7565
Si  6.9487  11.1454  0.6035
Si  1.314  2.5052  2.5386
Si  1.2865  6.145  2.099
Si  1.3026  10.4133  2.1499
Si  5.1259  2.5594  2.4608
Si  5.1091  6.2186  1.9647
Si  5.1491  10.4622  2.0566
Si  8.9597  2.5504  2.5033
Si  9.0776  6.2106  1.9441
Si  8.9511  10.4088  1.8624
Si  1.3042  4.4766  3.7094
Si  1.3005  8.2734  3.3145
Si  1.3097  12.1092  3.7561
Si  5.1226  4.5429  3.6123
Si  5.1337  8.3017  3.244
Si  5.1387  12.1511  3.68
Si  9.0087  4.5498  3.6209
Si  8.9952  8.3114  3.1923
Si  8.9589  12.0775  3.6052
Si  -0.6427  4.4846  4.9783
Si  -0.655  8.2901  4.6985
Si  -0.6733  12.1477  4.9987
Si  3.2431  4.4959  4.9951
Si  3.2436  8.2809  4.7361
Si  3.2479  12.1654  5.0644
Si  7.061  4.5145  4.92
Si  7.0667  8.276  4.6679
Si  7.0655  12.1606  4.9983
Si  -0.6668  2.5823  6.3135
Si  -0.6514  6.4292  6.2308
Si  -0.6592  10.145  6.1935
Si  3.2449  2.6022  6.3536
Si  3.2438  6.4258  6.2745
Si  3.2543  10.1467  6.2332
Si  7.0588  2.613  6.2937
Si  7.0586  6.4289  6.2241
Si  7.0456  10.1404  6.1718
Si  1.2786  2.6313  7.6419
Si  1.2836  6.3655  7.5921
Si  1.2911  10.1588  7.5241
Si  5.1721  2.6346  7.7113
Si  5.1715  6.3604  7.6563
Si  5.1766  10.1652  7.612
Si  8.9542  2.6385  7.6715
Si  8.9656  6.3588  7.6059
Si  8.9436  10.168  7.541
Si  1.2745  4.5162  9.1127
Si  1.3103  8.2694  8.8989
Si  1.2564  12.1456  8.774
Si  5.1748  4.5099  9.2217
Si  5.1746  8.2523  8.9983
Si  5.1863  12.1687  8.9062
Si  8.9501  4.5174  9.1559
Si  8.9486  8.2694  8.9069
Si  8.9307  12.1562  8.8201
Si  -0.6493  4.4883  10.5348
Si  -0.6417  8.2877  10.1626
Si  -0.6721  12.1637  10.091
Si  3.1796  4.5246  10.5809
Si  3.2066  8.1888  10.2774
Si  3.1683  12.1972  10.0935
Si  7.1112  4.5099  10.7334
Si  7.1068  8.1917  10.3478
Si  7.1139  12.2674  10.2841
Si  -0.6761  2.3248  11.6644
Si  -0.6235  6.6055  11.7462
Si  -0.6374  10.2479  11.346
Si  3.1464  2.3949  11.6624
Si  3.2134  6.5292  12.0064
Si  3.1539  10.2403  11.2822
Si  7.1712  2.4344  12.0362
Si  7.1237  6.5516  12.1276
Si  7.1431  10.2446  11.3679
Si  1.2028  1.791  12.9574
Si  1.201  7.2113  13.1375
Si  1.2742  10.2709  12.6084
Si  5.0274  1.8317  12.9398
Si  5.1114  7.2285  13.3362
Si  5.1253  10.2691  12.3941
Si  9.2476  1.726  13.3496
Si  9.2043  7.2067  13.2889
Si  9.0369  10.2435  12.696
Si  -0.4295  6.0532  15.4596
Si  13.0979  1.5701  17.4259
Si  5.5575  7.7754  16.2674
Si  5.5979  5.0613  20.333
Si  0.0952  4.7373  24.719
Si  3.744  10.2223  19.3723
Si  9.4793  7.9142  23.1538
Si  4.2284  1.8698  15.8174
Si  9.1406  4.6856  23.2941
Si  7.9765  7.288  17.8115
Si  3.6964  7.7517  24.8284
Si  1.6006  10.063  17.4682
Si  10.1786  4.3949  20.5234
Si  4.3332  10.5084  16.5024
Si  6.7417  8.0475  24.6259
Si  11.2724  2.902  15.4204
Si  6.9426  4.8764  25.0074
Si  5.4362  7.7813  19.2462
Si  12.1395  7.8913  24.8154
Si  3.442  1.5378  19.9327
Si  10.8435  7.2322  20.762
Si  3.612  3.7741  22.051
Si  3.9794  4.5964  24.8788
Si  10.9804  7.935  17.8408
Si  1.03  5.0336  21.8062
Si  5.4847  3.0382  18.3234
Si  7.9985  4.3537  18.875
O  -0.1025  10.3964  -0.6684
O  -0.6084  3.8659  0.3373
O  7.6482  4.2455  23.6937
O  -0.0313  6.0099  -0.8642
O  9.9142  8.277  21.6079
O  3.4892  3.6358  23.6604
O  7.9932  8.493  23.6063
O  9.5086  3.9281  21.9231
O  3.1728  3.8896  0.2917
O  4.9802  2.8762  16.8185
O  6.605  10.5722  -0.8986
O  4.9076  1.8505  19.2729
O  7.0643  4.0386  0.2811
O  7.0517  1.2475  0.2672
O  7.2317  6.5816  -0.6062
O  7.1125  3.1481  18.2332
O  11.305  6.6043  16.9811
O  9.085  0.0813  13.6305
O  11.8434  9.1439  17.1756
O  1.2652  11.7137  13.4841
O  1.2541  8.8591  13.5234
O  11.4366  7.8845  19.4065
O  0.9146  2.6861  14.3142
O  5.0643  8.8903  13.3069
O  5.0355  6.9018  14.9898
O  4.7728  11.8871  15.8021
O  4.5234  2.5029  14.3646
O  4.8457  7.4542  17.734
O  9.0991  8.8544  13.6175
O  -1.803  6.5844  14.7355
O  0.7967  4.3837  23.2832
O  10.7976  8.4255  24.0031
O  7.0581  7.8998  19.0334
O  9.3245  6.2962  23.1809
O  4.9275  4.4232  18.9837
O  0.8817  6.4511  14.5719
O  0.3984  6.3026  24.9027
O  4.5299  10.8076  18.085
O  5.1427  8.3977  24.2415
O  9.8846  2.2444  14.8139
O  5.1572  6.612  20.3364
O  2.6077  4.9391  21.498
O  2.6815  1.7757  16.2791
O  2.313  9.6068  18.8732
O  6.7752  6.4477  24.7443
O  8.1924  5.6666  17.9298
O  1.0484  11.579  17.5712
O  7.2077  4.8619  20.2249
O  11.7794  4.1502  20.6647
O  3.7188  8.0516  26.4262
O  14.8037  2.3714  21.314
O  7.1586  7.5247  16.4253
O  5.1021  11.7248  13.1849
O  10.0968  4.2664  24.5269
O  13.7085  8.2141  24.2962
O  3.7777  6.161  24.4885
O  11.7883  2.3845  16.8991
O  2.7648  10.0327  16.3065
O  -0.5563  4.465  15.5859
O  13.7783  1.9452  18.8805
O  3.2742  4.3613  26.3076
O  9.4334  3.6791  19.2794
O  5.5126  4.1838  25.1594
O  -0.6071  12.6752  0.3678
O  9.9081  5.9871  20.2955
O  4.7138  9.0631  19.9583
O  9.3636  8.1321  17.7902
O  3.1741  12.5878  0.2947
O  5.1034  4.3011  21.6714
O  5.3238  9.3549  15.9893
O  3.4522  11.4935  20.3471
O  12.052  6.5906  21.6845

Results
free energy: -47208.189 eV
free energy less fixed offsets of O -463.61, Si -117.95 eV per atom: -28.119 eV
pressure: -1.56 GPa
stress xx, yy, zz, yz, xz, xy (GPa, positive in tension): 1.08, 2.29, 1.3, 0.08, -0.05, 0.08

Forces (eV/angstrom), in the order of the atoms: element, x, y, z
Si  -0.1325  -0.1139  -0.9054
Si  0.1064  -0.2638  -0.3149
Si  0.1241  0.3297  -0.5479
Si  0.0387  -0.0831  -0.9694
Si  0.0193  -0.1558  -0.3852
Si  0.0246  0.2193  -0.4936
Si  0.0698  -0.0079  -0.8604
Si  0.063  -0.2604  -0.4403
Si  -0.0972  0.2713  -0.5664
Si  -0.0078  0.0347  -0.2181
Si  0.0327  -0.0398  -0.1797
Si  0.0462  0.0516  -0.1356
Si  -0.0011  -0.0374  -0.2491
Si  -0.0703  -0.1118  -0.4008
Si  -0.1045  0.0138  -0.1827
Si  0.0167  0.0697  -0.2801
Si  -0.0171  -0.0945  -0.3165
Si  0.0134  0.1672  -0.1875
Si  -0.0273  0.0996  0.2854
Si  -0.0064  -0.0243  -0.097
Si  0.0288  -0.0899  0.3508
Si  -0.0542  0.1068  0.2453
Si  0.0127  0.005  -0.1356
Si  0.0141  -0.0312  0.286
Si  0.1061  0.0754  0.2025
Si  -0.0131  -0.0406  -0.1211
Si  -0.0245  -0.0827  0.1825
Si  -0.0386  0.0653  -0.0673
Si  -0.0345  0.0373  -0.0705
Si  0.0102  -0.1345  -0.0264
Si  0.0463  0.1113  -0.0691
Si  0.0088  0.0556  -0.0471
Si  0.0168  -0.1087  -0.0359
Si  -0.0137  0.1184  -0.0405
Si  0.0142  0.0455  -0.0493
Si  -0.0185  -0.1833  -0.0096
Si  -0.02  0.1438  0.0801
Si  0.0268  -0.1196  0.0222
Si  0.0417  -0.0195  0.0277
Si  0.0124  0.0502  0.1104
Si  0.0032  -0.1208  -0.0034
Si  -0.0164  0.0581  -0.0287
Si  0.0243  0.0492  0.0022
Si  -0.0405  -0.0961  -0.0152
Si  -0.015  0.0457  -0.0501
Si  -0.0213  -0.0537  -0.0223
Si  -0.0754  0.1407  -0.042
Si  0.0073  -0.0369  -0.1417
Si  -0.0211  -0.0257  0.0514
Si  0.0035  0.0829  0.0375
Si  0.0319  -0.0848  0.0273
Si  0.0629  -0.0471  0.0177
Si  0.0696  0.0912  0.0044
Si  -0.056  -0.0571  -0.0563
Si  0.0459  -0.0397  0.0389
Si  -0.002  -0.1613  0.0575
Si  0.0691  0.1421  0.0216
Si  0.0337  -0.0234  0.0529
Si  -0.0078  -0.0968  0.0484
Si  -0.0055  0.1642  -0.0267
Si  -0.0162  -0.0402  0.0437
Si  0.0022  -0.1255  0.0326
Si  -0.0157  0.162  -0.0162
Si  0.0279  0.0744  0.1753
Si  0.0246  -0.1207  -0.2966
Si  0.0077  0.0374  -0.2849
Si  0.0316  0.0699  0.0193
Si  -0.0163  -0.1425  -0.2217
Si  -0.0895  0.0697  -0.3183
Si  -0.0544  0.0576  0.0516
Si  0.0254  -0.1169  -0.1403
Si  0.0418  0.0905  -0.0731
Si  -0.0024  0.0068  0.1262
Si  -0.0031  0.0023  0.1423
Si  -0.1058  0.0106  0.1152
Si  -0.1408  -0.1699  0.1383
Si  -0.143  0.1269  0.1124
Si  -0.1219  0.0419  0.0162
Si  -0.017  -0.2181  0.2186
Si  0.1178  0.1572  0.2027
Si  0.2191  -0.0475  0.1174
Si  0.1637  -0.306  0.6475
Si  -0.0018  0.2869  0.497
Si  0.1618  0.0195  1.1467
Si  -0.1366  -0.447  0.273
Si  -0.0352  0.4384  0.4287
Si  0.0027  0.1312  1.088
Si  0.2327  -0.3928  0.3717
Si  0.049  0.3775  0.4087
Si  -0.1136  -0.0588  0.9033
Si  0.0024  -0.0163  0.0985
Si  -0.0829  -0.2389  0.2005
Si  0.0646  0.0892  0.185
Si  -0.1073  0.1281  0.1344
Si  -0.211  0.1439  -0.1873
Si  -0.069  -0.0324  0.2362
Si  -0.08  0.0557  -0.1159
Si  -0.1536  -0.0673  0.172
Si  -0.0595  0.0202  -0.0975
Si  0.1602  0.1459  0.097
Si  0.0071  0.0927  -0.2626
Si  -0.3034  0.017  -0.0076
Si  -0.0377  -0.1706  -0.0205
Si  -0.1536  -0.052  0.0543
Si  -0.0791  -0.0068  -0.1939
Si  0.0493  -0.041  0.0526
Si  -0.1873  0.0103  -0.2038
Si  -0.0561  -0.0041  0.2963
Si  0.0119  0.0358  -0.244
Si  -0.0735  -0.0158  0.1194
Si  -0.0865  0.1697  -0.1122
Si  0.051  0.0711  -0.1801
Si  0.1824  0.0861  -0.0734
Si  0.0612  0.3312  0.1015
Si  0.2789  0.019  -0.1689
Si  0.0008  -0.05  0.0126
Si  0.0738  -0.0786  0.039
O  -0.1029  0.0857  0.3315
O  0.0617  0.3911  0.5931
O  0.1351  0.24  0.3777
O  -0.1218  -0.0452  0.2881
O  0.1464  -0.3634  0.1428
O  0.0213  0.2884  0.072
O  -0.0166  -0.1729  0.2326
O  0.1432  0.2623  0.0183
O  -0.0536  0.3851  0.6559
O  -0.0259  -0.1577  0.0986
O  0.111  0.0805  0.4358
O  -0.102  0.2133  -0.1389
O  0.0183  0.3987  0.7171
O  -0.0227  -0.4807  0.6239
O  -0.121  -0.2472  0.1456
O  -0.2382  0.2937  0.1691
O  -0.1475  -0.0226  -0.3927
O  -0.0029  0.4778  -0.5502
O  0.0796  -0.165  0.1119
O  -0.0126  0.334  -0.7537
O  -0.0122  -0.351  -0.6613
O  -0.1855  -0.1684  -0.0889
O  0.045  -0.2341  -0.0833
O  0.0634  -0.4752  -0.0255
O  0.0751  0.2266  -0.5801
O  -0.1185  0.035  0.0976
O  0.1786  -0.2973  -0.2049
O  0.2486  0.1279  -0.1804
O  -0.0257  -0.4191  -0.5995
O  -0.0188  0.1188  -0.2363
O  -0.0477  0.1393  0.1228
O  0.106  -0.1974  0.0992
O  -0.1734  -0.2031  -0.2283
O  0.0363  -0.0441  0.0032
O  0.2841  -0.1813  0.0754
O  -0.0658  0.1938  -0.2155
O  0.0079  -0.1401  0.0089
O  -0.1256  -0.106  -0.278
O  0.0658  -0.1729  0.3022
O  -0.115  -0.0398  -0.4614
O  0.2142  -0.1115  -0.2688
O  -0.1053  -0.2978  0.2514
O  0.1474  -0.0035  -0.022
O  0.2484  0.225  -0.2255
O  0.0475  -0.0585  0.0604
O  -0.0809  0.0503  0.0942
O  0.3724  0.0628  -0.117
O  -0.0835  -0.0695  -0.3103
O  -0.2269  0.3295  0.2514
O  -0.002  0.291  0.2194
O  0.1093  0.2164  -0.0416
O  -0.2242  -0.0215  0.1403
O  -0.0167  0.5015  -0.1595
O  0.1763  0.1871  -0.0775
O  -0.1019  -0.1323  0.3618
O  -0.0062  -0.147  0.1379
O  -0.0506  0.0811  -0.5328
O  0.222  0.1409  0.16
O  0.0396  0.0693  -0.0449
O  0.1714  -0.132  -0.1485
O  0.0685  -0.3008  0.216
O  -0.2102  0.4208  0.1748
O  -0.0372  0.1302  -0.056
O  0.0168  -0.4401  0.6883
O  0.2075  -0.1216  0.1147
O  -0.0056  -0.0669  -0.3264
O  0.0018  -0.3226  -0.0237
O  0.0192  -0.3494  0.7423
O  -0.2267  -0.0087  -0.1461
O  -0.1065  -0.0853  0.0822
O  0.0486  0.0206  -0.367
O  -0.2022  -0.2725  -0.0838
